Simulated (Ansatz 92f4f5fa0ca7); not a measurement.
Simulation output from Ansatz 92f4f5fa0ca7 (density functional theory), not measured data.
Periodic cell of 414 atoms, Si266O148, from a study of silicon, its oxide and their interface. The atomic structure is a simulated model.
Doubt: the cutoff is far below the 930 eV that the study's wrapper takes by default for these files, so forces and energies are approximate.
This geometry differs little from another in the collection (a relaxation step or a small displacement).

Settings: functional PBE; potential files Ansatz PAW; basis plane waves; wave-function cutoff 580 eV; density cutoff ratio 5; exchange-correlation grid ratio 1; k mesh 1 x 1 x 1, Gamma-centred; self-consistency stop 5e-08 eV per atom in the density residual; occupations fixed; spin none; net charge 0.

Cell vectors (angstrom)
a	15.4687	0	0
b	0	12.8259	0
c	0	0	36.6623

Atoms and the computed forces on them: element, x, y, z (angstrom), force x, y, z (eV/angstrom)
Si	0.0008	1.1421	33.9771	-0.0124	0.007	0.0193
Si	3.822	1.113	34.0881	-0.0067	-0.0069	0.003
Si	7.7854	1.1607	34.0171	0.0186	0.004	0.0093
Si	11.6173	1.15	33.9618	0.0029	-0.0067	0.0106
Si	2.0312	7.6388	33.9484	-0.0004	0.0129	-0.0137
Si	5.8434	7.6148	33.8923	0.001	-0.0032	-0.0052
Si	9.6686	7.6265	33.8956	-0.0042	0.0091	0.0011
Si	13.5545	7.5982	33.9698	-0.0093	0.0039	-0.0015
Si	1.9336	5.247	34.3954	-0.0643	0.3503	0.3779
Si	5.8008	5.247	34.3954	0.3191	-0.297	-0.6162
Si	9.6679	5.247	34.3954	-0.2322	0.4916	0.2519
Si	13.5351	5.247	34.3954	0.1287	0.0225	0.2074
Si	0	11.6599	34.3954	0.0487	0.0455	0.4204
Si	3.8672	11.6599	34.3954	-0.1269	-0.3104	0.005
Si	7.7343	11.6599	34.3954	0.5161	-0.1355	0.1096
Si	11.6015	11.6599	34.3954	0.0498	-0.0503	-0.4086
Si	0	4.664	35.6322	-0.0482	0.3043	0.2356
Si	3.8672	4.664	35.6322	-0.0602	-0.0019	-0.0685
Si	7.7343	4.664	35.6322	-0.0308	0.1729	0.0323
Si	11.6015	4.664	35.6322	-0.0242	0.1085	0.0528
Si	1.9336	11.0769	35.6322	-0.1013	-0.1799	-0.0599
Si	5.8008	11.0769	35.6322	-0.0298	-0.0053	-0.1719
Si	9.6679	11.0769	35.6322	-0.0684	-0.1083	0.0106
Si	13.5351	11.0769	35.6322	0.0357	-0.014	-0.0829
Si	0	2.332	36.0444	0.0123	-0.012	-0.1401
Si	3.8672	2.332	36.0444	-0.0872	0.2174	0.4509
Si	7.7343	2.332	36.0444	0.1625	0.0974	0.1881
Si	11.6015	2.332	36.0444	0.0535	-0.0079	-0.1765
Si	1.9336	8.745	36.0444	0.1011	0.0337	0.0106
Si	5.8008	8.745	36.0444	0.1508	-0.1401	-0.3267
Si	9.6679	8.745	36.0444	-0.012	-0.0022	-0.3413
Si	13.5351	8.745	36.0444	0.0227	-0.0273	0.0065
Si	1.9336	1.749	0.6188	0.0316	0.0841	0.0396
Si	5.8008	1.749	0.6188	-0.0394	-0.0496	-0.0837
Si	9.6679	1.749	0.6188	-0.0893	-0.013	0.0309
Si	13.5351	1.749	0.6188	-0.0363	0.0337	-0.0311
Si	0	8.162	0.6188	-0.113	-0.0561	-0.0393
Si	3.8672	8.162	0.6188	0.0451	-0.0315	-0.0304
Si	7.7343	8.162	0.6188	0.0274	-0.0846	-0.062
Si	11.6015	8.162	0.6188	-0.0195	-0.1073	-0.0711
Si	0	5.83	1.031	0.0058	-0.0345	0.0302
Si	3.8672	5.83	1.031	0.0069	-0.0281	0.0065
Si	7.7343	5.83	1.031	0.0379	-0.0638	0.0074
Si	11.6015	5.83	1.031	0.0518	0.01	0.0176
Si	1.9336	12.2429	1.031	0.1147	-0.0526	-0.0362
Si	5.8008	12.2429	1.031	0.0312	-0.0036	0.001
Si	9.6679	12.2429	1.031	0.0507	0.0144	0.0216
Si	13.5351	12.2429	1.031	-0.0294	-0.1236	-0.0886
Si	1.9336	5.247	2.2678	-0.0454	-0.044	-0.3802
Si	5.8008	5.247	2.2678	0.0393	0.0929	0.1282
Si	9.6679	5.247	2.2678	-0.1653	-0.1128	-0.0441
Si	13.5351	5.247	2.2678	-0.1797	0.0855	-0.0287
Si	0	11.6599	2.2678	-0.2029	-0.0409	-0.0427
Si	3.8672	11.6599	2.2678	-0.1614	-0.0899	-0.4322
Si	7.7343	11.6599	2.2678	-0.0886	-0.0589	-0.3663
Si	11.6015	11.6599	2.2678	0.2698	-0.0113	-0.0993
Si	1.9336	2.915	2.68	-0.0043	0.0088	-0.0011
Si	5.8008	2.915	2.68	0.0469	-0.0321	0.0941
Si	9.6679	2.915	2.68	0.0931	0.1034	0.0255
Si	13.5351	2.915	2.68	0.0546	0.0788	0.0833
Si	0	9.328	2.68	0.1041	-0.1266	-0.1497
Si	3.8672	9.328	2.68	-0.0691	0.1077	0.0871
Si	7.7343	9.328	2.68	-0.0364	0.1314	0.1461
Si	11.6015	9.328	2.68	0.0488	0.0679	0.0363
Si	-0.511	1.1664	18.8941	0.0298	-0.0041	-0.0191
Si	10.7778	2.7455	19.3148	0.0491	0.021	0.0617
Si	4.0539	-4.8486	24.4357	0.0009	0.01	0.0479
Si	19.1197	-2.0341	22.995	0.0105	0.0486	0.0094
Si	-0.1056	3.9229	28.9817	0.0323	-0.0467	0.006
Si	1.3461	10.6858	24.8125	0.0137	-0.0019	-0.0014
Si	14.1189	12.2514	25.5951	-0.0458	-0.054	-0.0113
Si	16.8533	9.6046	29.1872	-0.0178	-0.0255	0.0229
Si	-5.0744	-1.7384	21.6982	0.0238	0.003	0.0138
Si	2.4421	3.3273	25.6508	-0.0074	0.0179	0.0777
Si	13.9379	5.529	27.8015	0.0316	0.0373	-0.0953
Si	11.8999	4.4755	27.5064	0.0149	-0.0301	-0.0278
Si	3.4764	14.4189	28.9545	0.0285	-0.0109	0.0298
Si	1.9559	7.227	29.4238	0.0057	-0.0034	-0.0112
Si	9.6472	14.3106	17.5275	-0.0381	-0.0225	-0.0413
Si	17.1226	16.5266	22.512	-0.0389	-0.0278	-0.0181
Si	-1.6472	7.2898	29.4984	0.0055	-0.0126	-0.0003
Si	7.2855	1.1389	29.9952	-0.0084	0.0103	0.0261
Si	3.7779	4.737	31.428	0.0403	0.0308	0.0297
Si	10.8813	3.741	29.4422	-0.0134	-0.01	0.031
Si	5.7569	7.1182	29.1384	0.0079	-0.0143	-0.0124
Si	5.9945	12.3007	31.4678	-0.0338	-0.0374	-0.0344
Si	12.3117	14.4879	26.4062	-0.0213	0.0001	0.0499
Si	12.8899	10.2298	27.5859	0.0588	-0.0102	0.0425
Si	1.8327	4.9721	28.185	-0.0544	0.0253	-0.0385
Si	1.9213	-1.7398	31.024	-0.0182	-0.0042	-0.0051
Si	3.9475	7.0141	30.7164	-0.0077	0.0153	-0.0076
Si	15.5885	1.4553	29.1889	-0.0401	0.0099	0.0401
Si	2.6559	10.5996	27.4969	-0.0502	-0.0301	0.0358
Si	7.9243	7.0488	30.3722	0.0041	-0.0202	0.0061
Si	11.7615	7.0276	30.6744	-0.0148	0.0121	-0.0079
Si	15.6248	6.8723	30.9	0.0048	-0.0032	0.0165
Si	1.9729	0.6681	30.6076	0.024	0.0123	-0.0443
Si	5.2305	-4.0581	27.2614	0.0229	-0.0282	0.0324
Si	6.4237	1.1849	27.8447	0.0181	-0.0255	-0.0237
Si	17.2729	0.9836	27.4777	0.0072	-0.0085	-0.003
Si	-1.0878	9.5632	29.2074	0.0436	-0.0057	0.0346
Si	3.5697	3.9196	29.312	0.029	-0.0277	-0.0681
Si	9.8282	1.8504	24.4178	-0.0004	0.0092	-0.0181
Si	9.9409	7.6934	29.2699	0.007	-0.0154	-0.0163
Si	0.0366	4.5975	31.225	-0.0171	0.0036	-0.0124
Si	6.8289	3.5112	30.2983	0.0065	-0.0082	-0.0262
Si	8.7825	4.7031	30.4175	0.0193	0.0255	-0.0046
Si	11.7768	4.7549	31.3068	-0.0045	0.0151	-0.0172
Si	-1.8837	13.4779	30.4651	0.0399	0.0108	-0.0081
Si	9.5753	13.4357	30.585	-0.0295	0.0085	0.0227
Si	9.6589	11.111	30.9279	0.0048	-0.0253	-0.0009
Si	13.6539	11.0694	30.9775	-0.0075	0.0184	-0.0059
Si	1.8837	3.9851	32.459	0.0011	-0.014	0.0173
Si	5.6994	3.8131	32.3661	-0.0121	-0.0102	0.0207
Si	9.8286	4.0951	32.4088	-0.0027	-0.0005	0.0062
Si	13.6381	3.994	32.4142	0.0037	-0.0088	0.0099
Si	0.0403	10.5681	32.3572	-0.005	-0.0065	0.0106
Si	3.9996	10.7992	32.156	0.0173	0.0201	0.0009
Si	7.7094	10.6863	32.2253	-0.0056	-0.0119	0.0078
Si	11.6394	10.5767	32.2219	0.0023	-0.0055	0.0155
Si	1.9637	1.664	32.7669	-0.0101	-0.0238	-0.007
Si	5.7614	1.4457	32.8837	0.0184	0.0531	0.0018
Si	9.7025	1.7389	32.6985	-0.0007	-0.0017	0.0099
Si	13.5614	1.6556	32.6739	0.0034	0.0116	0.007
Si	0.0572	8.2338	32.8029	-0.0027	0.005	0.0032
Si	3.9707	8.3741	32.6444	-0.0011	0.0137	0.0059
Si	7.7321	8.2086	32.5434	0.0055	0.0061	-0.0039
Si	11.6504	8.2502	32.6979	-0.0011	0.0074	0.0083
Si	0	2.332	3.9167	-0.0951	-0.1113	-0.4283
Si	3.8672	2.332	3.9167	-0.3582	0.3574	0.3163
Si	7.7343	2.332	3.9167	-0.0005	-0.0749	0.4849
Si	11.6015	2.332	3.9167	-0.2129	-0.3644	-0.1861
Si	1.9336	8.745	3.9167	-0.0541	0.0457	-1.0423
Si	5.8008	8.745	3.9167	0.3214	0.0333	0.6334
Si	9.6679	8.745	3.9167	-0.0314	-0.4874	0.4639
Si	13.5351	8.745	3.9167	-0.1479	0.2181	0.4153
Si	1.9339	6.4394	4.2654	0.0065	0.0057	0.0038
Si	5.7725	6.4005	4.3595	-0.0052	0.0007	-0.0023
Si	9.5746	6.4101	4.3178	-0.0039	0.007	-0.0042
Si	13.4546	6.394	4.3424	-0.0012	-0.0137	0.0044
Si	-0.0962	12.8457	4.3108	-0.0029	0.0051	0.0029
Si	3.7785	12.8445	4.2604	-0.013	0.0057	-0.0117
Si	7.7484	12.8006	4.2966	0.0082	0.0142	-0.0014
Si	11.6359	12.8127	4.3178	0.0086	-0.0014	-0.0139
Si	0.0093	5.8138	5.4047	0.0143	-0.015	-0.0132
Si	3.7981	5.835	5.5397	-0.008	-0.0098	0.007
Si	7.6725	5.7864	5.643	0.0007	-0.0044	0.0041
Si	11.4604	5.7375	5.5294	-0.0056	0.0083	-0.0147
Si	1.8292	12.2918	5.4844	0.0085	-0.008	-0.0002
Si	5.7256	12.3074	5.3913	0.0092	0.0009	-0.0068
Si	9.7187	11.964	5.3823	0.0199	-0.0018	0.0061
Si	13.5119	12.3812	5.7246	0.0055	0.0165	-0.0018
Si	-0.0169	3.5451	5.8861	0.0187	-0.0054	0.0073
Si	3.7471	3.5291	6.0545	0.0117	-0.0243	-0.0176
Si	7.6235	3.4522	6.088	-0.0248	-0.002	0.0057
Si	11.4744	3.4345	5.9609	0.0221	0.0092	0.0346
Si	1.766	9.9705	5.8175	0.0081	0.0005	0.0191
Si	5.7313	10.0681	6.0089	0.0124	-0.0169	-0.0403
Si	9.8838	9.6855	6.1212	0.006	-0.0125	0.0163
Si	13.5312	9.9574	6.0521	0.0011	0.0006	0.0034
Si	-1.971	8.6507	12.2398	0.0017	0.004	-0.0701
Si	7.6673	6.7717	7.8134	-0.0051	-0.0002	0.0019
Si	9.5677	2.6699	7.2046	-0.0286	-0.0635	0.0123
Si	12.8688	2.6769	12.0385	-0.027	0.0517	-0.0387
Si	-0.0156	9.2097	7.1026	-0.0106	0.0026	0.0216
Si	3.6973	9.5109	6.9157	-0.0048	0.0004	0.0047
Si	5.5755	8.916	12.2217	0.0136	-0.0079	-0.1115
Si	11.7571	9.3253	9.7467	0.086	-0.0489	0.0508
Si	3.6847	7.2474	7.4	0.0065	0.0032	-0.0116
Si	-0.1883	6.8306	7.4653	0.0087	0.0065	0.0128
Si	8.5427	8.9547	7.9487	-0.0346	0.0044	-0.0144
Si	12.3972	11.5362	9.9903	-0.0166	0.0665	-0.0313
Si	-0.6002	11.2053	10.1394	0.0233	0.0063	-0.0188
Si	7.552	12.5181	8.3008	0.0517	-0.0153	0.1153
Si	7.3564	15.8981	10.7292	-0.3108	-0.0135	0.2779
Si	7.3227	14.0199	12.1928	0.5899	0.6022	0.8912
Si	1.7131	7.2838	8.7463	-0.0176	0.0221	0.0283
Si	1.7725	2.962	7.3143	-0.0028	-0.0055	0.0132
Si	9.5474	6.2544	9.2034	0.021	0.0115	-0.0105
Si	13.4945	5.4895	8.3904	-0.0137	0.0097	-0.0186
Si	3.808	12.7213	8.7275	-0.0111	-0.0167	0.0163
Si	1.8796	13.3982	7.5532	0.0042	-0.0065	0.008
Si	11.5383	13.3382	8.7085	0.0431	-0.0519	-0.0069
Si	9.6104	13.142	7.3013	0.0182	0.0001	-0.0435
Si	1.1987	3.8263	9.5417	0.0356	-0.0144	0.0055
Si	5.624	2.9421	7.364	-0.0689	0.0388	0.0048
Si	10.0415	2.2408	9.5194	0.0553	0.1156	0.0958
Si	14.4813	4.4391	10.2234	-0.0077	-0.0366	0.0696
Si	0.0649	13.1919	9.0224	-0.0095	-0.015	-0.0051
Si	8.6951	9.2383	12.181	-0.0006	-0.0042	-0.0218
Si	5.2455	9.2521	9.8665	-0.0015	-0.0084	-0.0037
Si	12.0885	12.5413	12.0802	-0.0175	-0.0004	0.0496
Si	1.261	1.7021	10.6175	-0.0465	0.0215	0.0231
Si	10.909	7.6088	13.7793	-0.0624	-0.0515	-0.0197
Si	13.6028	1.0427	7.7053	0.0018	-0.0121	0.001
Si	9.59	8.515	10.0592	-0.0498	-0.0111	0.0215
Si	2.2135	14.3963	20.3518	-0.0034	0.0116	0.0035
Si	3.3173	10.41	9.0532	-0.0234	-0.0048	0.0112
Si	6.7291	10.2996	8.237	0.0158	-0.0094	-0.0001
Si	11.821	8.9608	7.3642	0.0002	0.0053	-0.0195
Si	-1.9662	3.3515	7.1282	-0.0122	0.0129	0.0012
Si	8.1813	0.8952	10.1423	-0.1082	-0.3384	-0.6149
Si	5.6256	0.6016	7.4094	0.0375	0.0306	0.0382
Si	5.1938	3.2868	9.7354	0.1234	-0.0602	-0.0985
Si	5.4375	10.7587	16.7328	0.0326	0.0108	-0.0196
Si	4.22	13.875	12.7214	0.084	0.0103	-0.0997
Si	9.7525	6.8233	16.4742	-0.0192	-0.023	-0.016
Si	15.3845	1.8501	13.4752	-0.0006	0.0117	-0.0259
O	4.6485	11.3877	15.4516	-0.0165	-0.0026	-0.0496
O	10.2061	6.7704	18.0435	0.0161	0.0016	0.0138
O	9.2516	-4.4132	19.9624	-0.0154	-0.0011	-0.007
O	5.8714	4.8337	25.4436	0.0001	0.0021	-0.0119
O	12.4517	9.2171	26.3916	-0.0028	-0.0394	-0.0588
O	21.8148	18.3153	16.5116	-0.0207	0.0066	0.0311
O	-5.4219	-7.6992	23.0006	-0.0196	0.0311	0.0041
O	1.8452	-5.2198	22.2612	0.0018	0.009	-0.0125
O	-0.117	17.2373	16.0266	0.01	0.0234	-0.012
O	16.0934	14.0937	12.1179	0.0333	-0.0111	-0.0501
O	4.6188	8.9446	19.5135	0.0119	-0.0197	0.029
O	5.4896	27.205	18.4436	-0.0117	-0.0014	-0.0126
O	10.2095	12.8534	17.0014	-0.0087	-0.0205	-0.0011
O	8.0396	1.2296	17.8236	-0.0115	-0.0137	-0.01
O	-6.0661	5.2853	16.0942	0.013	0.0242	0.0294
O	11.5212	-10.8221	20.5909	-0.0023	0.0078	-0.0092
O	0.0219	-9.3049	22.5101	0.0049	0.0081	0.0057
O	16.2287	11.1479	20.3648	0.0054	-0.0125	-0.0087
O	24.5319	11.5706	14.8909	0.0322	0.0338	-0.0848
O	17.1074	19.2279	11.7252	0.0632	-0.0578	-0.0508
O	3.5195	15.1115	13.5637	0.0273	-0.0334	0.0193
O	4.3308	-3.3748	23.6844	0.0238	-0.0112	-0.0011
O	2.7815	12.8856	20.5881	0.0004	-0.0093	-0.0026
O	6.9917	-0.0706	19.8507	-0.0083	-0.006	-0.0278
O	-4.0941	-16.7492	23.9553	0.0216	-0.018	0.0179
O	9.0283	10.1637	27.4709	-0.0078	-0.0038	-0.0208
O	-1.3641	-1.2573	21.9205	-0.0013	-0.0036	-0.0036
O	3.0093	-15.2392	21.5418	-0.0016	-0.0116	-0.004
O	-0.0276	13.683	14.7541	-0.0117	0.039	-0.0272
O	-12.4693	2.247	19.0843	0.0073	-0.0044	0.0005
O	4.7145	-0.8562	22.7092	-0.0231	-0.0265	0.0047
O	9.059	3.2776	24.6401	-0.0015	-0.0029	0.0012
O	14.0272	15.3172	18.8548	0.0226	-0.0265	-0.0032
O	16.308	11.5204	15.9346	-0.0013	0.0095	-0.0172
O	29.2115	1.0081	25.8799	-0.0114	0.0307	0.014
O	17.5372	-2.844	26.1003	-0.0083	0.0215	-0.0234
O	10.8726	-6.2689	20.7536	-0.0126	0.0027	0
O	-13.0944	12.2316	27.3169	-0.0026	0.0087	-0.0312
O	0.0843	0.8282	17.4062	-0.0135	0.002	-0.0025
O	19.5643	6.763	21.015	0.0012	0.0033	0.0072
Si	-7.9558	12.6828	25.4075	0.0048	0.0325	0.0016
Si	-0.8609	-6.4095	24.6911	-0.0111	0.0102	-0.0154
Si	5.6157	4.7629	28.6238	0.0083	0.0227	0.0555
Si	23.5591	4.3077	20.2436	-0.0053	-0.0081	0.0183
Si	-1.0514	-1.9726	12.4193	0.0105	0.0931	0.0141
Si	8.1358	9.8089	26.1441	0.0019	-0.0057	0.0043
Si	4.7312	5.4742	10.4104	0.0345	0.0053	0.0809
Si	6.6916	0.4723	18.3544	0.0256	-0.0162	0.0094
Si	5.8012	-9.6921	21.8358	0.0143	-0.0444	-0.0187
Si	20.0129	-10.0792	19	-0.0013	-0.0013	0.0166
Si	11.4981	14.2488	29.4143	0.021	-0.032	-0.0545
Si	21.3937	5.3938	23.9224	0.022	-0.0361	0.0227
Si	1.7098	7.8785	23.8646	-0.0218	0.0028	0.0232
Si	1.0379	-2.4526	14.7697	-0.0137	-0.0049	0.0266
Si	14.9222	8.5089	16.5477	-0.0055	0.0031	-0.0037
Si	3.6768	3.7457	14.2933	0.0075	0.0183	0.0014
Si	11.4877	6.5847	7.7189	-0.0278	0.0391	0.0007
Si	-6.2605	3.8251	15.4014	-0.0179	0.0069	-0.0792
Si	8.9623	4.8518	24.2198	0.0356	-0.0155	0.0085
Si	6.337	4.6123	15.1297	0.0302	-0.0347	-0.0593
Si	2.3571	5.77	10.3579	-0.067	0.0195	0.0525
Si	7.7501	-0.9861	20.9378	0.0015	0.0057	0.0329
Si	0.1852	6.3053	12.4502	0.0422	-0.0453	-0.0416
Si	5.9041	5.1611	18.0506	0.0095	0.0039	-0.0229
Si	14.0393	4.2746	22.3307	-0.0024	-0.0435	-0.0119
Si	10.5457	7.5218	19.4523	-0.0129	-0.0156	0.0179
Si	-0.8344	-1.4599	20.3951	-0.0173	0.0153	0.037
Si	3.9599	-1.7814	14.0205	0.0082	0.0155	0.0004
Si	3.6726	14.2685	10.4831	-0.065	0.0632	-0.0271
Si	12.2935	-4.5974	25.1204	0.0065	0.0478	0.0254
Si	-0.229	-0.0657	16.0767	0.0109	-0.0255	0.031
Si	10.0182	-2.8293	28.7951	-0.0065	-0.0116	0.0122
Si	10.512	6.0467	26.5462	-0.0353	0.0245	-0.0156
Si	15.1305	5.6689	17.0419	-0.0127	-0.0218	-0.0308
Si	10.5199	4.6017	12.6778	-0.108	-0.0385	-0.0051
Si	-5.4953	11.4253	16.2228	-0.0183	0.0145	-0.019
Si	7.9203	22.0644	16.9446	0.0038	-0.0104	-0.0062
Si	1.5663	-5.2585	18.2409	0.0058	-0.0062	-0.0024
Si	12.9632	-0.5577	22.8306	0.0027	0.0146	-0.0083
Si	9.7607	8.8672	23.6535	-0.0205	0.0121	-0.022
Si	3.8488	-3.2019	18.2388	-0.0108	-0.0391	0.029
Si	9.4045	17.1198	10.6176	0.0292	-0.0818	-0.0242
Si	12.7892	-1.9497	16.671	0.0216	0.0091	-0.0006
Si	12.3302	-2.9295	19.45	-0.0195	-0.0036	0.0337
Si	21.3755	0.1731	23.0367	0.0191	0.0003	0.0189
Si	17.8424	11.3221	20.3452	-0.0034	0.0159	-0.0002
Si	5.5076	-5.7565	8.8832	0.0098	0.0091	-0.0038
Si	5.0737	5.9092	12.6986	0.0439	0.0078	-0.0083
Si	11.8844	14.9449	22.1872	0.003	-0.0139	-0.0088
Si	9.6868	6.2641	21.8676	0.0062	-0.0083	0.0168
Si	2.4655	6.5802	21.1732	-0.022	-0.0052	-0.0127
Si	7.6712	8.8468	19.9766	0.0458	0.0287	0.0084
Si	20.918	-9.0821	26.5613	0.0134	-0.0695	0.0412
Si	-6.2578	24.8633	13.3442	-0.0544	0.1252	0.066
Si	0.8945	-8.3656	14.7519	-0.0097	-0.0212	0.0352
Si	13.5024	16.8312	19.2016	-0.0061	0.0164	0.0259
Si	20.6226	-5.3404	19.9938	-0.0082	0.0117	-0.018
Si	16.4836	9.6368	9.1936	0.0159	0.0042	-0.02
O	8.4412	5.7296	20.9505	-0.005	0.0157	0.0049
O	-6.0994	-0.7881	20.8569	0.0038	-0.0112	-0.0036
O	29.8686	-5.8578	16.3427	-0.0031	0.0016	0.0098
O	1.1824	6.1772	17.4477	0.0064	0.0016	0.0089
O	-2.9368	3.2627	26.5404	-0.0039	0.0037	0.0086
O	4.4205	8.0116	26.0446	0.0387	-0.0008	-0.0135
O	7.4179	10.2627	20.7258	-0.0103	-0.0228	-0.0112
O	11.8912	3.8969	18.862	0.0085	-0.0017	0.0075
O	21.593	13.0607	24.6453	0.0198	-0.0273	-0.0028
O	22.0947	20.6037	20.6624	-0.0135	-0.0025	0.0019
O	0.6868	16.0695	13.7205	-0.0023	-0.0152	0.0103
O	7.1834	8.6714	12.4836	0.0037	0.0304	0.0252
O	-5.7427	8.6511	13.324	-0.0067	0.0159	0.0016
O	21.9384	2.4583	26.779	-0.0614	0.0476	0.01
O	-1.7913	3.0395	10.6577	0.0316	0.0004	-0.032
O	6.7052	-3.6163	26.6781	0.0091	0.0164	-0.0066
O	5.3126	4.3104	22.858	-0.0039	0.0308	0.0125
O	11.3368	10.2976	20.6562	0.0017	0.0036	-0.0028
O	2.8673	8.4032	17.661	0.0019	0.0098	-0.0021
O	2.5916	-2.6165	14.3234	0.011	0.0006	0.0166
O	7.2692	8.9842	18.4107	-0.0034	-0.0004	0.006
O	2.4364	17.0395	15.2466	0.0094	-0.0154	-0.0149
O	12.1707	-14.732	18.1885	-0.0058	0.007	0.0073
O	5.8664	13.8198	12.9154	-0.3755	-0.1661	-0.1338
O	-6.8764	10.8836	12.3471	-0.0126	-0.0149	0.0268
O	-6.014	-9.2625	19.8096	-0.0141	-0.0113	-0.0135
O	-3.1047	21.0264	13.3483	0.057	0.0355	-0.0151
O	10.4361	1.8936	22.9061	-0.0131	0.0025	0.0289
O	-4.3656	1.4664	25.3466	0.027	0.0046	0.0138
O	13.6398	9.4994	16.5136	-0.007	0.0121	0.0061
O	20.2916	20.3696	12.7608	0.0107	-0.0007	0.0331
O	0.9183	-3.4809	23.9692	-0.007	0.0001	-0.0162
O	15.7321	8.5541	17.9885	0.0083	0.0027	0.0102
O	7.2621	12.3813	22.3842	-0.0054	-0.0061	-0.0003
O	16.2034	6.7466	24.5319	-0.0109	-0.0105	-0.0058
O	11.7803	1.0071	27.8149	0.0163	0.0404	0.027
O	-7.0521	0.6552	13.3257	-0.1053	-0.163	-0.408
O	-18.0515	-4.3534	10.6966	-0.0839	-0.0067	-0.0472
O	9.1501	10.3223	17.1223	-0.0018	0.0077	0.0037
O	20.805	6.5337	18.6865	-0.0029	-0.0064	0.0019
O	17.6584	3.6702	24.0681	0.0099	-0.0058	0.0283
O	-4.0251	10.8703	15.7489	0.0122	-0.0148	0.0062
O	13.8987	-2.8245	19.8748	0.0077	0.0153	0.0023
O	0.194	-1.0444	25.2518	0.0083	0.0044	-0.0097
O	2.3248	15.2496	21.7383	0.0014	0.0008	0.0058
O	3.8106	17.8062	13.2182	0.0084	0.0055	0.0052
O	26.9661	-2.1914	28.3765	-0.0299	0.0072	-0.0102
O	7.8853	-14.5319	25.2284	-0.0151	0.0062	0.0187
O	9.9134	6.9371	27.7809	0.0035	-0.0204	0.0138
O	0.6589	1.5121	19.9474	-0.0201	0.0013	-0.0054
O	14.0979	-7.3192	23.4161	-0.0017	0.0013	0.0265
O	6.3033	-7.2749	13.7691	-0.0356	0.0237	0.0159
O	5.0398	3.6345	15.16	-0.0234	0.006	0.0207
O	3.6088	-0.3686	13.2757	-0.0227	0.008	0.0467
O	-1.7057	7.818	24.5669	-0.0107	0.0014	0.0061
O	-1.0371	18.621	26.204	-0.0023	-0.0306	0.0674
O	13.0506	13.8677	22.5861	-0.0036	-0.0051	0.006
O	7.6224	16.4496	15.1012	-0.0124	0.0231	0.0514
O	6.634	22.6214	16.1001	0.0049	0.0131	0.0153
O	8.7231	-12.1064	24.7546	-0.0414	-0.0263	0.0183
O	13.2277	-1.0634	24.3428	0.0088	0.0115	-0.0152
O	9.7599	-10.2149	16.3289	0.0067	-0.0079	0.0322
O	22.8157	-9.4793	21.3434	0.0061	0.0013	-0.0135
O	2.4901	11.4663	23.9468	-0.0048	-0.0086	-0.0097
O	19.4931	15.9337	26.0197	-0.0039	0.0173	-0.0319
O	16.0085	18.6791	13.9775	-0.029	0.0262	-0.0284
O	9.4983	10.1676	22.7054	0.0059	-0.0028	0.0036
O	-0.6293	-5.1086	12.4259	-0.004	0.0065	0.0336
O	4.8895	3.2329	20.5105	-0.0006	0.012	0.0067
O	-1.5897	17.376	20.7104	-0.011	0.0055	0.0052
O	6.1938	12.0282	17.4621	0.0002	0.0006	-0.0017
O	7.539	5.4313	23.6497	-0.0246	0.0225	-0.0072
O	1.9317	4.627	26.5343	0.0136	-0.0184	0.0233
O	20.428	-2.6576	13.0743	0.0083	0.003	0.0531
O	7.2136	12.8462	27.0055	-0.0233	0.0115	-0.0125
O	1.6996	-10.9287	26.077	-0.0058	0.0009	-0.0182
O	20.551	-6.0217	23.8235	0.0018	0.017	-0.0085
O	-2.8234	-9.3415	22.6789	0.0113	0.0168	0.0003
O	2.9296	-1.9968	18.8885	-0.0015	0.0093	0.0141
O	4.8449	13.7245	28.2681	0.0135	0.0397	0.0284
O	20.1798	4.0433	18.0344	-0.0003	-0.0046	0.0047
O	13.4082	-0.7527	12.9685	-0.0074	0.0045	0.0003
O	2.1006	5.0606	21.6857	0.0104	0.016	-0.004
O	-0.762	18.0475	11.6684	0.0266	-0.0023	-0.0146
O	-4.0709	-0.8748	22.601	0.0105	-0.0055	-0.0221
O	25.4369	16.5947	13.9685	0.0491	0.0478	-0.0101
O	12.0154	-8.8232	12.4115	0.0653	-0.0446	0.0261
O	15.6888	10.8199	13.4408	-0.0284	-0.0171	0.0227
O	-6.5504	8.8287	25.0685	-0.0155	0.0129	0.0342
O	11.9622	14.1679	11.8098	0.0292	-0.0472	0.0111
O	-1.2723	-0.1675	19.4743	-0.0082	-0.0016	-0.0049
O	-1.7457	-0.6743	16.2576	-0.0032	-0.0002	-0.009
O	0.4804	21.775	15.3438	0.0005	0.0026	-0.0028
O	9.322	-5.236	22.7451	0.006	0.0084	0.0149
O	13.6081	-1.2863	26.9493	0.0081	0.0394	-0.0079
O	11.8942	21.1977	19.0967	-0.0009	0.0064	0.0025
O	7.1742	4.5936	18.9216	0.0049	0.0014	-0.0053
O	5.6037	14.4999	22.5083	-0.0037	0.0118	0.0056
O	10.7763	12.1794	12.9631	-0.01	0.0235	0.0091
O	10.8722	7.3775	15.4041	0.0205	0.0114	-0.0187
O	-6.2277	5.6529	25.6053	-0.003	0.0197	0.0129
O	-1.2728	-7.7046	18.2425	-0.0072	0.0044	0.0115
O	-1.6367	15.0949	13.2693	0.0289	0.0087	0.0354
O	-7.0029	7.8321	16.3239	0.0126	0.009	0.0134
O	19.7235	10.0839	27.6654	0.0196	-0.006	-0.0174
O	-3.9379	6.8861	25.5915	-0.0163	-0.0256	0.0312
O	17.2503	7.0652	19.7725	0.0062	0.0008	0.0258
O	10.6407	6.1954	13.0061	0.0271	0.0539	0.0457

Results
free energy: -253261.194 eV
free energy less fixed offsets of O -568.88, Si -635.61 eV per atom: 5.306 eV

The program warned: the cutoff lies below the one the program advises for these potential files; the forces do not sum to zero within the program's tolerance; the exchange-correlation potential is rough where the density is thin.
